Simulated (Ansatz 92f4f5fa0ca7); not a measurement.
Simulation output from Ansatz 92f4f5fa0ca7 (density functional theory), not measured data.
Periodic cell of 222 atoms, Si131O89As2, from a study of silicon, its oxide and their interface. The atomic structure is a simulated model.

Settings
functional: PBE
potential files: Ansatz PAW
basis: plane waves
wave-function cutoff: 700 eV
density cutoff ratio: 5
exchange-correlation grid ratio: 1
k mesh: 2 x 2 x 1, shifted by 0.5 0.5 0.5 of a step
self-consistency stop: 5e-08 eV per atom in the density residual
occupations: fixed
spin: none
net charge: 0

Cell vectors (angstrom)
a  10.938  0  0
b  0  10.938  0
c  0  0  32.1988

Atoms: element, x, y, z (angstrom)
Si  10.5879  0.2369  24.9083
Si  5.7236  10.698  24.7082
Si  2.4768  2.9464  24.6728
Si  8.4471  2.4836  24.842
Si  0.273  5.1914  24.7746
Si  5.1668  5.7756  24.7107
Si  2.942  8.021  24.6102
Si  7.9403  8.4636  24.73
Si  1.3352  1.401  26.0581
Si  6.8334  1.3288  26.0949
Si  4.0487  4.1324  26.0017
Si  9.6131  4.0795  26.1057
Si  1.398  6.8504  26.0095
Si  6.7777  6.8796  26.0367
Si  4.107  9.5565  25.9961
Si  9.4507  9.5873  26.17
Si  2.731  0.0013  27.3558
Si  8.1365  0.0017  27.5531
Si  0.0106  2.7323  27.5021
Si  5.4399  2.7567  27.3634
Si  2.7253  5.4866  27.4351
Si  8.1841  5.4864  27.3678
Si  -0.0114  8.1971  27.3828
Si  5.4387  8.2199  27.4491
Si  4.0847  1.3765  28.7455
Si  9.5655  1.3669  28.8417
Si  1.3685  4.1242  28.8189
Si  6.8263  4.1084  28.7463
Si  4.0942  6.8357  28.8037
Si  9.5598  6.8334  28.7588
Si  1.3677  9.5709  28.7457
Si  6.78  9.5613  28.8585
Si  0.0108  -0.0132  30.1529
Si  5.4353  0.0259  30.164
Si  2.7364  2.7372  30.1477
Si  8.1876  2.7513  30.1517
Si  -0.0135  5.4813  30.1539
Si  5.4718  5.4661  30.1457
Si  2.7231  8.2111  30.1445
Si  8.204  8.1971  30.1536
Si  1.3673  1.3673  31.515
Si  6.8362  1.3673  31.515
Si  4.1018  4.1018  31.515
Si  9.5708  4.1018  31.515
Si  1.3673  6.8362  31.515
Si  6.8362  6.8362  31.515
Si  4.1018  9.5708  31.515
Si  9.5708  9.5708  31.515
Si  2.7345  0  0.6835
Si  8.2035  0  0.6835
Si  0  2.7345  0.6835
Si  5.469  2.7345  0.6835
Si  2.7345  5.469  0.6835
Si  8.2035  5.469  0.6835
Si  0  8.2035  0.6835
Si  5.469  8.2035  0.6835
Si  4.1224  1.3599  2.0501
Si  9.5653  1.3567  2.0489
Si  1.3687  4.1195  2.0335
Si  6.8472  4.0857  2.0549
Si  4.1043  6.8283  2.0504
Si  9.5803  6.8349  2.0467
Si  1.3799  9.55  2.0476
Si  6.8285  9.591  2.0454
Si  -0.0094  -0.0373  3.3808
Si  5.4886  0.0112  3.4613
Si  2.7748  2.7792  3.3573
Si  8.1896  2.6962  3.4419
Si  0.0198  5.4778  3.4253
Si  5.4811  5.4618  3.4015
Si  2.7658  8.2051  3.4392
Si  8.209  8.2249  3.37
Si  1.3927  1.3819  4.6183
Si  6.8445  1.3462  4.8951
Si  4.1528  4.0813  4.7935
Si  9.5775  4.081  4.7492
Si  1.4125  6.8281  4.8087
Si  6.8315  6.8831  4.7139
Si  4.1359  9.5722  4.831
Si  9.5559  9.5469  4.7811
Si  2.7369  0.0939  6.0443
Si  8.2042  -0.0664  6.2505
Si  0.031  2.667  6.0209
Si  5.4696  2.7171  6.2764
Si  2.809  5.4705  6.1672
Si  8.1769  5.477  6.0269
Si  0.0094  8.1789  6.1426
Si  5.5318  8.2151  6.2072
Si  3.8229  1.5588  7.5728
Si  9.8436  1.1349  7.4231
Si  1.6233  3.7922  7.2992
Si  6.6471  4.4126  7.4512
Si  4.4071  6.6279  7.5145
Si  9.3682  6.9413  7.3981
Si  1.1362  9.9039  7.288
Si  7.1581  9.2187  7.6446
O  8.3145  8.0852  7.8991
O  2.7143  2.7297  7.9361
O  9.5389  1.3642  24.2849
O  4.058  6.8788  24.1329
O  0.0275  0.0209  7.9381
O  5.5229  5.5037  8.0042
O  6.8444  9.5875  24.1811
O  1.3625  4.0799  24.1889
O  3.8719  7.3906  8.8963
O  0.7952  4.358  8.5874
O  9.8175  6.178  8.7974
O  2.0854  9.3664  8.5102
O  7.5131  3.933  8.7713
O  4.2454  0.8805  9.0294
O  6.7129  9.5398  9.1943
O  9.2224  1.8696  8.7608
O  7.7658  3.1972  23.5329
O  10.4996  5.8679  23.4637
O  5.0592  0.4196  23.3529
O  5.9059  5.1385  23.3855
O  3.1081  2.2411  23.3147
O  2.3134  8.7285  23.2356
O  8.6295  7.7846  23.3923
O  0.2241  10.286  23.6739
Si  4.3834  1.6264  22.4856
Si  3.5175  7.924  14.0877
Si  7.1677  0.8964  14.6209
Si  0.949  9.3695  22.5647
Si  1.2024  4.2827  11.856
Si  6.2953  8.9177  15.4071
Si  0.698  1.3352  12.2229
Si  8.6311  4.9776  20.5175
Si  0.3221  5.6931  9.3616
Si  5.0358  2.8986  17.755
Si  0.8543  3.6541  16.666
Si  10.3818  2.823  19.2004
Si  5.2918  1.1821  10.2685
Si  0.9408  0.1995  19.9011
Si  6.6618  9.4676  10.8341
Si  9.4821  9.8827  18.1715
Si  9.4282  9.2285  12.5081
Si  6.6067  3.881  22.6255
Si  2.4519  8.0484  9.3698
Si  10.4356  7.364  16.9888
Si  2.3945  6.2601  16.591
Si  10.1661  4.4253  14.141
As  6.3903  9.2991  18.7536
Si  7.9521  2.5552  9.5149
Si  8.8868  2.084  12.374
As  5.1554  6.0627  18.4937
Si  3.891  0.6179  19.4692
Si  4.3008  3.8704  11.9384
Si  5.5623  6.6209  12.1362
Si  7.9656  2.4467  17.1991
Si  4.4021  2.4163  14.7819
Si  1.5898  1.1594  15.1347
Si  1.6106  9.3695  12.0297
Si  8.0646  6.8294  13.8741
Si  10.4904  9.8367  15.3542
Si  9.8225  7.0363  22.5636
Si  7.9657  5.4984  17.4549
O  6.0403  7.9906  11.2987
O  6.0668  9.18  17.0021
O  7.7681  1.2222  13.1481
O  0.8312  1.7036  13.8055
O  9.2822  6.2311  16.847
O  6.7956  6.1902  13.1
O  4.9972  4.297  18.5983
O  9.1853  2.1337  18.2704
O  2.3878  0.0343  19.1471
O  9.6421  10.4182  16.6278
O  2.8022  4.473  11.6454
O  5.1284  10.5263  19.1648
O  9.4036  3.2202  13.3865
O  0.4266  1.7652  19.9849
O  3.1809  1.3225  14.8443
O  8.1044  5.4586  19.071
O  3.6943  6.5127  17.5472
O  4.5852  3.193  16.2101
O  9.091  5.636  14.2682
O  5.4771  2.7963  22.2191
O  10.5814  4.0171  15.6522
O  0.3466  3.7691  18.2127
O  10.6467  10.4504  19.1268
O  9.722  10.0663  13.9209
O  10.9248  8.1389  22.0933
O  1.2514  2.09  16.4255
O  9.7311  3.7813  20.357
O  7.9805  4.0195  16.7843
O  0.0005  9.033  11.857
O  6.504  2.1765  17.8834
O  5.6266  10.7522  11.1608
O  7.9696  10.2392  18.7086
O  10.06  1.0205  11.9093
O  1.3337  6.9207  9.0812
O  0.6464  4.6901  13.3446
O  5.2441  5.1405  11.4476
O  2.7059  7.0083  15.1727
O  1.0001  2.7138  11.4202
O  1.0277  10.578  15.3866
O  2.4641  8.5496  10.9082
O  4.729  2.4767  11.1395
O  4.3063  3.4953  13.5493
O  2.1161  4.6553  16.3928
O  10.6142  8.2229  15.5969
O  7.0011  10.2287  14.7549
O  2.3825  8.9243  13.4161
O  8.0595  1.5647  15.8247
O  4.1798  6.9847  12.929
O  3.9867  1.9113  18.4916
O  7.3076  4.4354  21.2822
O  8.3277  2.8639  11.0619
O  1.0085  6.8194  17.3015
O  5.6882  1.4959  14.584
O  8.1742  9.7295  11.5141
O  9.2291  6.3009  21.2473
O  8.9544  7.735  12.8849
O  1.676  0.076  11.851
O  6.4725  6.1583  17.1994
O  7.3852  7.7179  15.089
O  1.2032  10.376  21.3216
O  9.8115  8.2812  18.1825
O  3.9068  1.0499  21.0495
O  0.3129  5.2922  10.9267
O  6.6812  1.5494  9.4907
O  4.7919  8.702  14.7776

Results
free energy: -143620.507 eV
free energy less fixed offsets of As -4857.07, O -569.03, Si -635.61 eV per atom: 2.213 eV

Forces (eV/angstrom), in the order of the atoms: element, x, y, z
Si  -0.022  0.0106  -0.0442
Si  0.02  -0.0062  -0.0457
Si  -0.0165  0.0079  -0.0445
Si  0.0203  -0.0124  -0.0354
Si  0.0083  -0.0258  -0.0401
Si  -0.0115  0.007  -0.0518
Si  0.0055  -0.01  -0.0529
Si  0.0024  0.0206  -0.0369
Si  -0.0056  0.0097  0.0078
Si  0.008  -0.0147  0.0022
Si  0.0043  -0.0004  0.0091
Si  0.0046  -0.0076  0.0058
Si  0.0046  0.0022  0.016
Si  0.0079  0.0079  0.0183
Si  -0.0071  -0.0023  0.0125
Si  -0.014  -0.0079  -0.003
Si  0.0023  -0.0016  -0.003
Si  -0.0057  0.0015  0.0024
Si  -0.0012  0.0028  0.0007
Si  -0.0061  0.0047  -0.0057
Si  0.0006  0.0005  -0.0012
Si  -0.0007  0.0005  -0.0125
Si  0.0068  -0.0109  -0.0112
Si  -0.0008  0.0067  -0.0005
Si  0.0044  -0.0053  -0.0073
Si  -0.0009  0.0055  -0.0361
Si  0.0034  -0.0046  -0.0263
Si  0.0018  -0.0023  -0.0056
Si  -0.003  0.0014  -0.015
Si  0.0021  0.0009  -0.004
Si  0.0015  -0.0045  -0.0071
Si  0.0019  0.0004  -0.0274
Si  0.0088  -0.0087  0.0021
Si  -0.0132  0.0135  0.0008
Si  0.0075  -0.0069  0.0044
Si  -0.0115  0.0094  -0.0016
Si  -0.0115  0.01  0.0018
Si  0.007  -0.0069  0.0013
Si  -0.0079  0.0108  -0.0007
Si  0.0111  -0.0107  0.0004
Si  0.0545  -0.0246  0.0203
Si  -0.0521  0.1203  0.0193
Si  0.0649  -0.0487  0.0273
Si  -0.083  0.0786  0.0328
Si  -0.0667  0.0961  -0.0138
Si  0.0446  -0.0788  0.0586
Si  -0.1898  0.0392  0.0554
Si  0.0373  -0.0604  0.0497
Si  0.0476  -0.0546  0.0853
Si  -0.045  0.0542  -0.15
Si  -0.0576  -0.015  0.0193
Si  0.1073  -0.0377  -0.0256
Si  -0.0217  0.1364  -0.1759
Si  0.0718  -0.0964  0.0702
Si  0.0943  -0.104  -0.0592
Si  -0.0154  0.0384  0.0087
Si  0.0133  -0.0135  0.001
Si  -0.0091  0.0085  0.002
Si  -0.0072  0.0088  -0.0024
Si  0.0081  -0.0103  0.002
Si  -0.0062  0.0071  0.0039
Si  0.0088  -0.0099  0.0014
Si  0.0145  -0.0104  0.0015
Si  -0.009  0.0091  -0.0009
Si  -0.0122  -0.0066  0.0265
Si  -0.0003  0.0063  -0.0031
Si  0.008  -0.0013  0.0311
Si  -0.0078  -0.0023  0.0123
Si  0.0008  0.0039  0.0134
Si  -0.0098  -0.0073  0.0152
Si  -0.01  -0.0005  0.0128
Si  0.0097  0.0021  0.0175
Si  0.0064  -0.0023  -0.0062
Si  -0.0004  -0.0008  -0.0001
Si  -0.0004  -0.0016  0.0043
Si  -0.0029  -0.0014  0.0086
Si  0.0014  0.0002  0.0004
Si  -0.0077  0.0072  0.003
Si  0.0116  -0.0104  0.0077
Si  -0.0096  0.0003  0.0027
Si  0.0087  0.02  0.0083
Si  -0.0089  0  -0.0208
Si  -0.0034  -0.0116  0.0049
Si  -0.0081  0.007  -0.0219
Si  0.0095  0.0093  -0.0086
Si  0.0151  -0.0085  0.003
Si  -0.0055  0.0105  -0.0104
Si  0.002  0.005  -0.024
Si  -0.0387  0.0032  0.0306
Si  0.0283  -0.0005  0.0403
Si  0.0046  -0.0262  0.029
Si  0.005  0.0396  0.0394
Si  0.0179  -0.0108  0.0437
Si  -0.0257  -0.0028  0.0331
Si  -0.0007  0.0277  0.0275
Si  0.0227  -0.0314  0.0553
O  -0.0068  0.0049  0.0135
O  0.0093  -0.0176  0.0249
O  -0.0059  -0.0017  -0.0217
O  0.0004  0.0095  -0.0069
O  -0.0023  0.003  0.0177
O  0.0003  0.001  0.0141
O  -0.0055  -0.0028  -0.0134
O  0.0052  -0.002  -0.0162
O  -0.0079  -0.0065  -0.0149
O  0.0104  0.0183  -0.0082
O  0.0136  0.0022  -0.012
O  -0.0163  -0.0233  0.0012
O  -0.0142  -0.021  -0.0072
O  0.0029  0.0249  -0.0096
O  0.0046  -0.0103  -0.0119
O  -0.0125  -0.0017  -0.007
O  -0.0126  0.0022  0.0019
O  0.0019  0.0126  0.0064
O  0.0033  0.0054  0.0098
O  -0.0081  -0.006  0.0133
O  0.0135  0.0042  0.0103
O  -0.0062  -0.0151  0.0176
O  0.003  0.0039  0.0105
O  0.0095  0.0035  0.0047
Si  0.0005  0.007  -0.0043
Si  -0.0023  0.0017  0.0007
Si  0.0038  -0.0015  -0.0028
Si  -0.006  0.0054  0.0022
Si  -0.0006  0.0051  -0.0015
Si  -0.0009  -0.0015  0.0097
Si  0.0025  -0.0019  -0.0057
Si  -0.0029  -0.0001  -0.0013
Si  0.0064  0.0089  -0.0026
Si  -0.0013  0.0042  -0.0009
Si  -0.0006  0.0013  0.0015
Si  0.0015  0.0002  0.0058
Si  0.0069  0.0046  -0.0053
Si  0.0042  0.009  0.0124
Si  0.0093  -0.0009  0.0068
Si  0.0104  -0.0049  -0.0105
Si  -0.0005  -0.0013  -0.0019
Si  0.0023  -0.0071  -0.0029
Si  -0.0107  -0.0056  -0.0044
Si  -0.0097  0.0049  -0.0054
Si  0.0077  -0.0009  -0.0019
Si  -0.0015  0.0012  0.0037
As  -0.0237  -0.0093  -0.0021
Si  -0.0015  -0.003  -0.0003
Si  -0.0004  -0.0026  -0.0041
As  0.0139  0.0225  0.0091
Si  -0.0006  0.005  0.0074
Si  -0.0083  0.0039  0.0068
Si  -0.0018  -0.0023  0.0073
Si  0.0005  -0.0028  -0.0006
Si  -0.0017  0.0035  0.0016
Si  0.0007  -0.0027  0.0027
Si  0.0052  -0.0022  0.0013
Si  -0.0001  -0.004  0.0046
Si  0.0003  -0.0007  -0.0042
Si  0.0044  -0.0017  -0.0049
Si  -0.0049  -0.0084  0.0058
O  -0.0009  0.0091  0.0035
O  0.0126  0.006  -0.0041
O  0.0101  0.0119  0.0065
O  0.0072  -0.0209  -0.0034
O  0.0098  0.0074  0.0029
O  0.008  0.0216  0.002
O  -0.015  -0.0178  -0.0152
O  -0.0006  0.0199  -0.0006
O  -0.0093  -0.012  0.0088
O  0.0108  -0.0162  0.0108
O  -0.0052  -0.0011  0.0118
O  -0.0048  0.0226  -0.0196
O  0.0091  0.004  -0.0033
O  -0.003  0.0121  -0.0132
O  -0.0087  0.0193  0.004
O  0.0174  -0.0148  -0.0126
O  -0.0172  -0.0104  -0.0267
O  0.0056  -0.0252  0.0031
O  -0.0004  -0.0123  0.0043
O  -0.0027  -0.0043  0.0131
O  0.0265  -0.0083  -0.0066
O  -0.0095  -0.0184  -0.0107
O  -0.0062  0.0038  -0.0127
O  0.0252  -0.0256  0.0105
O  -0.0021  0.0019  0.0191
O  -0.0049  0.0071  -0.0242
O  -0.0163  0.0085  -0.0248
O  0.0006  -0.0126  0.0228
O  0.0117  0.0023  0.0064
O  0.0008  0.0159  -0.0127
O  0.0005  0.0031  -0.0101
O  0.0064  -0.0008  0.0001
O  0.0019  0.0281  0.0176
O  0.0026  -0.0041  0.0254
O  -0.0107  -0.0151  -0.0025
O  -0.0084  -0.0083  -0.0108
O  0.0092  0.0006  0.0091
O  -0.008  0.0016  0.0158
O  -0.0245  0.015  0.0007
O  -0.013  0  -0.0098
O  0.0163  -0.0027  -0.0015
O  0.0046  -0.0194  -0.0043
O  -0.0221  0.0081  0.01
O  -0.0114  0.0162  0.0191
O  -0.0117  0.0052  0.0116
O  0.0129  -0.0104  -0.0063
O  -0.0231  0.001  -0.0024
O  0.0124  0.011  0.0014
O  0.0332  -0.0043  0.0066
O  0.0149  -0.0007  0.0147
O  0.0031  -0.0242  -0.0079
O  0.0106  -0.0196  -0.0053
O  0.0073  0.0118  0.0055
O  -0.0256  -0.0138  -0.0166
O  -0.0003  -0.0122  0.0125
O  -0.0126  0.0139  0.0162
O  -0.0213  -0.0026  0.0184
O  -0.0004  -0.0124  -0.0083
O  -0.0048  0.0099  -0.0171
O  -0.008  -0.0131  -0.0051
O  0.0048  0.0133  -0.0254
O  0.0068  0.0004  -0.0055
O  0.0156  -0.0068  -0.0168
O  0.0014  0.0187  0.0254
O  0.0024  -0.0095  -0.002

The program warned: the cutoff lies below the one the program advises for these potential files; the exchange-correlation potential is rough where the density is thin.
